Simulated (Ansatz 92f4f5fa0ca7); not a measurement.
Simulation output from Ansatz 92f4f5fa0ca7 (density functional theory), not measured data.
Periodic cell of 186 atoms, Si104O82, from a study of silicon, its oxide and their interface. The atomic structure is a simulated model.

Settings: functional PBE; potential files Ansatz PAW; basis plane waves; wave-function cutoff 700 eV; density cutoff ratio 5; exchange-correlation grid ratio 2; k mesh 2 x 2 x 1, shifted by 0.5 0.5 0.5 of a step; self-consistency stop 5e-08 eV per atom in the density residual; occupations Fermi-Dirac, 0.05 eV; spin none; net charge 0.

Cell vectors (angstrom)
a, 11.5983, 0, 0
b, 0, 11.5983, 0
c, -0.9302, 3.9769, 24.8548

Atoms: element, x, y, z (angstrom)
Si, 2.7644, -0.2589, -0.0201
Si, 2.5025, 2.8378, 0.2503
Si, 2.2314, 5.9452, -0.3192
Si, 6.346, -1.0291, 0.5524
Si, 6.4708, 2.0746, -0.0742
Si, 6.434, 7.4204, 0.0107
Si, 10.244, 0.0024, -0.355
Si, 10.2391, 3.0564, 0.374
Si, 10.0847, 6.1793, 0.2095
Si, 4.341, -0.8615, 1.6505
Si, 4.5674, 2.8524, 1.3225
Si, 4.3107, 6.7285, 0.9784
Si, 8.4926, -0.9162, 1.3586
Si, 8.2023, 2.8318, 1.474
Si, 8.1804, 6.7224, 1.5127
Si, 12.2126, -0.8289, 0.9563
Si, 12.2056, 2.8917, 1.6297
Si, 12.1521, 6.6218, 1.2781
Si, 4.4778, 1.0522, 2.8803
Si, 4.4964, 4.8948, 2.5706
Si, 4.3038, 8.6201, 2.6227
Si, 8.3041, 0.908, 2.8102
Si, 8.1177, 4.7995, 2.8256
Si, 8.3998, 8.7116, 2.751
Si, 12.1914, 0.8262, 2.7146
Si, 12.1813, 4.8739, 2.8334
Si, 12.1885, 8.7633, 2.4694
Si, 2.5169, 0.9085, 4.1376
Si, 2.5988, 4.8778, 4.0604
Si, 2.443, 8.7463, 4.0456
Si, 6.3866, 0.9015, 4.2152
Si, 6.2235, 4.906, 4.1774
Si, 6.3187, 8.7113, 4.0334
Si, 10.2613, 0.8651, 4.097
Si, 10.1714, 4.8268, 4.0823
Si, 10.3526, 8.6976, 4.0445
Si, 2.5682, -0.98, 5.5867
Si, 2.5349, 2.8969, 5.3496
Si, 2.5275, 6.8405, 5.4414
Si, 6.4039, -1.0485, 5.5823
Si, 6.2648, 2.9064, 5.4144
Si, 6.2482, 6.8609, 5.5251
Si, 10.2115, -1.0293, 5.5231
Si, 10.1874, 2.8397, 5.3197
Si, 10.3188, 6.7718, 5.4296
Si, 4.556, -0.9705, 7.0602
Si, 4.3787, 2.9571, 6.8139
Si, 4.3019, 6.9345, 7.0076
Si, 8.328, -1.0615, 7.0392
Si, 8.2326, 2.7319, 6.6448
Si, 8.3163, 6.7901, 6.7025
Si, 12.1385, -0.9847, 6.8674
Si, 12.1556, 2.8193, 6.5636
Si, 12.2647, 6.8035, 6.8829
Si, 4.5279, 1.1263, 8.2726
Si, 4.231, 4.8687, 8.2048
Si, 4.4896, 8.7921, 8.6651
Si, 8.2465, 1.0381, 8.3025
Si, 8.1673, 4.7268, 7.7572
Si, 8.4789, 8.4754, 8.3428
Si, 12.099, 1.042, 8.0635
Si, 12.1877, 4.6647, 7.9139
Si, 12.3647, 8.7792, 8.337
Si, 2.4508, 1.153, 9.339
Si, 2.2546, 4.2474, 9.5359
Si, 2.5131, 9.6325, 9.9919
Si, 6.3932, 1.7993, 9.7257
Si, 6.3451, 4.8693, 9.1849
Si, 6.5956, 7.9681, 9.7211
Si, 10.2372, 1.5112, 9.4886
Si, 10.1274, 4.5217, 8.9229
Si, 10.573, 7.6179, 9.4851
Si, 3.8153, 7.7278, 15.3327
Si, 8.3376, 9.4424, 15.1163
Si, 10.6041, 5.0293, 15.3638
Si, 7.2898, 12.7869, 12.6627
Si, 6.3546, 11.8481, 15.388
Si, 6.5824, 7.3207, 16.5793
Si, 0.7388, 6.225, 11.5711
Si, 8.7006, 3.6624, 13.8146
Si, 1.1887, 11.1407, 17.1405
Si, 8.1318, 12.2744, 20.1163
Si, 9.7435, 6.0445, 12.8783
Si, 7.7738, 14.5963, 22.0595
Si, 9.8353, -0.3669, 12.0625
Si, 2.0466, 8.424, 13.0096
Si, 8.3415, 8.7085, 12.1121
Si, 4.4572, 1.6015, 19.8967
Si, 1.9224, 5.5032, 16.5867
Si, 0.7468, 9.4759, 19.4362
Si, 2.1157, 6.9696, 19.3892
Si, 11.35, 10.2167, 14.4911
Si, 4.0118, 10.4727, 16.6118
Si, 8.045, 4.4867, 16.5514
Si, 1.0984, 11.3429, 21.6738
Si, 5.7293, 5.5676, 21.8431
Si, 5.621, 10.6239, 19.3627
Si, 6.2034, 14.1523, 17.6364
Si, 7.6152, 11.7429, 22.9484
Si, 10.9314, 11.7224, 19.427
Si, 2.7692, 13.9315, 22.0991
Si, 3.021, 4.6992, 20.7458
Si, 5.2734, 7.6899, 19.5238
Si, 3.5513, 15.0745, 18.0212
O, 2.3617, 4.2855, -0.6466
O, 3.4751, -1.1634, -1.2251
O, 4.5682, 11.5987, 20.1496
O, 1.7317, 6.6299, -1.7537
O, 2.56, 1.3437, -0.57
O, 11.9591, 0.531, 18.1872
O, 4.1931, 4.9906, 21.8309
O, 6.7952, 15.9027, 21.8171
O, 4.2715, 2.2511, 21.3929
O, 7.2419, 13.342, 22.9994
O, 2.7531, 11.5109, 16.8175
O, 10.0288, -0.4862, -1.9451
O, 1.6481, 10.2888, 20.5479
O, 5.8803, 6.5428, 20.5247
O, 2.0395, 3.4587, 21.1598
O, 9.8202, 7.3115, -0.9772
O, 8.1651, 11.3574, 21.4659
O, 10.3613, 0.6313, 10.8998
O, 2.3782, 9.0993, 11.5578
O, 2.3443, 2.6628, 10.1494
O, 2.4224, -0.292, 10.2253
O, 7.0456, 11.4153, 19.2227
O, 7.1639, 5.8222, 16.6
O, 3.4405, 8.2754, 13.8415
O, 6.4292, 3.4491, 10.075
O, 10.2632, 3.7002, 14.4047
O, 6.4323, 12.776, 11.2795
O, 6.4054, 12.8799, 16.6515
O, 6.9989, 8.6613, 11.1878
O, 9.9954, 6.0476, 9.5884
O, 11.9901, 11.0628, 15.7261
O, 10.1747, 3.1489, 9.9455
O, 10.1359, 6.3378, 14.4606
O, 9.5053, 9.722, 11.5083
O, 6.4932, 6.3057, 10.0534
O, 9.6377, 4.865, 16.6848
O, 2.0109, 5.9466, 20.6404
O, 8.3612, 11.5829, 12.641
O, 0.1163, 7.484, 10.717
O, 12.4923, 9.2045, 13.8955
O, 5.9591, 7.5694, 18.056
O, 5.0122, 10.4064, 17.8811
O, 3.4585, 8.9653, 16.3382
O, 1.7908, 5.2599, 10.773
O, 1.2752, 9.6911, 17.9054
O, 8.2735, 2.4701, 12.8374
O, 5.4147, 7.4216, 15.4392
O, 9.1831, 7.3218, 12.0859
O, 6.3322, 12.6407, 13.9611
O, 10.9381, -0.3801, 13.2655
O, -0.7788, 10.0688, 19.484
O, 7.8421, 8.9948, 13.6289
O, 4.9534, 11.0036, 15.3894
O, 7.6805, 10.8924, 15.4987
O, 9.9825, 9.5079, 15.0869
O, 5.8244, 13.7558, 19.1823
O, 12.1394, 5.2356, 15.7787
O, 6.3078, 0.4242, -0.323
O, 6.122, 9.0537, -0.1781
O, 10.1616, 4.5806, -0.404
O, 1.6962, 6.3399, 17.954
O, 12.4655, 7.9293, 19.7825
O, 7.564, 3.4488, 17.7112
O, 3.7284, 4.5363, 19.2621
O, 5.6896, 9.1721, 20.1045
O, 7.7385, 3.7197, 15.1288
O, 7.7955, 8.3625, 16.2193
O, 8.5065, 4.9889, 12.8846
O, 8.0504, 13.851, 20.617
O, 7.165, 6.9802, -1.4489
O, 1.5397, 6.8888, 12.8116
O, 2.2331, 12.4316, 21.9834
O, 4.9196, 15.0285, 17.1219
O, 6.7892, 2.5308, -1.657
O, 10.2891, 1.675, -0.5878
O, 11.453, 12.1501, 20.9386
O, 9.4609, 12.3174, 19.1654
O, 2.9751, 6.3639, 15.6828
O, 3.2863, 13.6326, 18.7965
O, -0.5352, 5.3909, 12.1638
O, 3.6312, 7.6125, 19.3628
O, 2.4131, 3.9908, 16.9909

Results
free energy: -112754.891 eV
free energy less fixed offsets of O -569.03, Si -635.61 eV per atom: 9.009 eV
pressure: -0.56 GPa
stress xx, yy, zz, yz, xz, xy (GPa, positive in tension): 0.19, 1.13, 0.36, -0.08, 0, -0.2

Forces (eV/angstrom), in the order of the atoms: element, x, y, z
Si, 0.1292, 0.1055, -0.1824
Si, -0.1091, 0.0256, -0.3262
Si, 0.0772, -0.0908, 0.1008
Si, -0.242, -0.1059, -0.447
Si, -0.0053, 0.0353, -0.1799
Si, -0.0896, 0.0412, -0.1593
Si, -0.0645, -0.1074, -0.0712
Si, -0.0001, 0.3057, -0.3701
Si, -0.1702, -0.1641, -0.2035
Si, -0.1013, 0.1267, -0.1961
Si, 0.2462, -0.1037, -0.0674
Si, 0.0489, -0.158, -0.1313
Si, 0.2465, 0.1086, -0.26
Si, -0.1512, -0.1023, -0.1136
Si, 0.0698, 0.0501, -0.0655
Si, -0.0298, 0.2007, -0.1289
Si, 0.0357, 0.0561, -0.2268
Si, -0.1194, -0.0975, -0.1734
Si, 0.0131, -0.1907, 0.1908
Si, -0.0793, 0.0178, -0.2142
Si, 0.0148, -0.0695, 0.0956
Si, 0.0135, -0.0592, 0.3075
Si, -0.0817, 0.1398, 0.1147
Si, 0.1238, -0.0053, 0.1169
Si, 0.0303, -0.0715, 0.191
Si, 0.0615, -0.0308, 0.3093
Si, -0.0162, 0.034, -0.1626
Si, 0.0694, 0.0624, -0.0481
Si, -0.0817, 0.1454, -0.0202
Si, 0.109, -0.059, 0.0431
Si, -0.0914, 0.1166, -0.0704
Si, 0.1488, -0.0856, 0.0059
Si, -0.0222, 0.0219, -0.1607
Si, -0.0823, -0.1421, -0.1134
Si, 0.0914, 0.0571, -0.1481
Si, -0.2015, -0.0175, 0.0442
Si, 0.0347, 0.0173, 0.0214
Si, -0.0705, -0.0832, -0.0068
Si, -0.1575, -0.179, -0.0845
Si, -0.0961, 0.0718, 0.0013
Si, 0.0052, -0.2377, 0.0191
Si, 0.165, 0.0399, 0.1067
Si, 0.1422, 0.0674, 0.0022
Si, 0.0318, -0.0645, 0.1109
Si, -0.0935, 0.1491, 0.1617
Si, -0.0864, -0.0184, 0.0492
Si, 0.0283, -0.0684, -0.0998
Si, -0.0094, 0.1579, 0.1093
Si, 0.0164, -0.1154, 0.0626
Si, -0.0634, 0.0423, -0.2653
Si, 0.1032, 0.1757, -0.3662
Si, 0.0003, -0.1173, -0.1241
Si, -0.0168, 0.1801, -0.2193
Si, 0.2811, -0.0496, -0.2473
Si, 0.036, 0.0188, 0.2346
Si, -0.1606, -0.1099, 0.1941
Si, 0.0548, 0.0487, 0.0928
Si, -0.1022, 0.0852, 0.122
Si, 0.1157, -0.0431, -0.0099
Si, -0.079, -0.1739, 0.3377
Si, 0.0151, -0.0018, 0.2211
Si, 0.1874, 0.037, 0.1078
Si, -0.2542, -0.0873, 0.2099
Si, 0.0397, 0.162, 0.252
Si, -0.2375, -0.0894, 0.2373
Si, -0.0941, -0.1622, 0.1016
Si, -0.0151, 0.0605, 0.3446
Si, -0.0408, 0.1442, 0.4422
Si, 0.105, -0.222, 0.0947
Si, 0.0406, 0.4238, 0.4731
Si, -0.0492, -0.1905, 0.7346
Si, 0.0636, 0.0907, -0.0969
Si, 0.0569, 0.0302, -0.0181
Si, 0.0889, 0.0268, 0.1021
Si, -0.0997, 0.0126, -0.124
Si, 0.1442, 0.1765, 0.1714
Si, 0.0672, 0.0077, 0.0934
Si, 0.0878, 0.0126, 0.0163
Si, -0.1025, -0.2645, 0.0647
Si, 0.0105, 0.1163, -0.0537
Si, -0.1315, -0.1227, -0.0538
Si, 0.0417, -0.0713, -0.1624
Si, -0.1531, -0.2277, 0.2496
Si, -0.1327, -0.0577, -0.1172
Si, -0.0155, 0.0331, 0.0126
Si, -0.1415, 0.0097, 0.0951
Si, 0.0219, -0.0214, 0.1028
Si, 0.0014, -0.066, -0.1228
Si, -0.0901, 0.0245, 0.0526
Si, -0.06, -0.1056, -0.0848
Si, 0.0369, -0.1285, 0.0154
Si, -0.0351, -0.0553, 0.175
Si, 0.0589, 0.0188, 0.0092
Si, 0.0599, -0.0725, -0.0557
Si, -0.0457, -0.0004, -0.1783
Si, -0.1317, -0.0478, -0.0453
Si, -0.0708, -0.0691, -0.02
Si, 0.0635, -0.0125, -0.13
Si, 0.117, -0.3234, 0.0177
Si, -0.2007, 0.0044, -0.0399
Si, -0.0414, 0.2731, -0.0516
Si, -0.0692, 0.0869, -0.1839
Si, -0.0654, 0.0269, -0.0193
Si, 0.0526, 0.0834, -0.0207
O, 0.1303, 0.2224, 0.3551
O, -0.1184, 0.0817, -0.0364
O, 0.0309, 0.0969, -0.0035
O, 0.1042, -0.1084, 0.1171
O, 0.0526, -0.1733, 0.3686
O, 0.0665, -0.0191, 0.0644
O, 0.0602, -0.0028, 0.043
O, 0.055, -0.0673, 0.0717
O, -0.0231, -0.0204, 0.113
O, 0.041, 0.1741, -0.0828
O, -0.0294, -0.0082, 0.0297
O, 0.0831, 0.0626, 0.352
O, -0.0243, 0.0404, 0.0863
O, 0.0388, -0.0518, 0.135
O, 0.1161, -0.095, 0.0965
O, 0.0628, 0.0451, -0.0734
O, -0.0834, 0.0431, 0.0891
O, -0.0175, 0.0731, -0.2772
O, 0.0534, 0.0841, -0.2126
O, 0.1034, 0.0869, -0.4834
O, 0.0539, -0.282, -0.3165
O, 0.0648, 0.0735, 0.0395
O, 0.003, 0.0435, -0.0119
O, 0.0318, 0.0116, -0.0016
O, -0.0386, -0.3536, -0.3207
O, -0.0853, 0.081, 0.0617
O, -0.0893, 0.0513, -0.4201
O, -0.006, -0.0412, -0.0816
O, -0.0981, -0.0496, -0.1966
O, 0.2304, 0.5443, 0.1166
O, 0.0164, 0.0709, -0.0023
O, -0.0076, -0.1544, -0.7069
O, 0.0263, -0.0411, -0.0772
O, 0.0959, -0.0723, -0.1148
O, -0.1116, 0.2502, -0.331
O, -0.0205, -0.0017, -0.0269
O, 0.086, -0.0133, -0.0399
O, 0.0023, -0.1039, -0.0007
O, 0.0308, 0.098, -0.0275
O, 0.0755, -0.0786, -0.112
O, -0.0171, -0.0315, 0.0526
O, -0.0309, 0.0053, -0.0072
O, -0.0342, 0.0121, -0.0084
O, 0.0876, -0.0517, -0.0036
O, -0.0113, 0.0321, 0.0485
O, -0.0441, -0.0239, -0.0599
O, -0.1019, 0.0206, -0.0178
O, -0.0093, 0.1119, -0.0835
O, -0.0134, -0.0236, -0.0843
O, -0.1342, 0.0597, -0.1695
O, 0.1883, 0.1224, -0.0098
O, -0.0513, -0.0225, -0.08
O, -0.0005, 0.0209, -0.0079
O, -0.0802, 0.0186, -0.0285
O, 0.0371, 0.0204, -0.0581
O, 0.0198, -0.0473, 0.0977
O, 0.077, 0.0004, 0.0251
O, 0.1287, 0.1384, 0.1094
O, 0.159, 0.1345, 0.2941
O, 0.0157, 0.0051, 0.5368
O, -0.0267, -0.0063, -0.0033
O, 0.0355, 0.0049, -0.043
O, -0.076, 0, 0.0145
O, -0.0386, 0.0007, 0.0976
O, -0.0092, 0.039, -0.0249
O, 0.0142, 0.0515, 0.0406
O, -0.0607, 0.0031, -0.0317
O, 0.0932, -0.0274, -0.0563
O, -0.0099, 0.1811, 0.1869
O, -0.0836, 0.0992, 0.1457
O, 0.0222, 0.0591, -0.0813
O, 0.0466, -0.0997, 0.0483
O, -0.0568, -0.0564, 0.0611
O, -0.0218, -0.0304, 0.2226
O, -0.1013, -0.4316, 0.2676
O, 0.0682, -0.0676, 0.0604
O, -0.0458, -0.0339, 0.1048
O, -0.0015, 0.0077, -0.0046
O, 0.0247, -0.0092, 0.0659
O, 0.108, 0.0649, -0.135
O, 0.0173, 0.0236, 0.045
O, 0.0023, -0.0161, -0.0097

The program warned: the cutoff lies below the one the program advises for these potential files.
